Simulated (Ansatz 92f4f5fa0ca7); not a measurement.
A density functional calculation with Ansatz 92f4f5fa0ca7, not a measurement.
Periodic cell of 259 atoms, Si165O94, from a study of silicon, its oxide and their interface. The atomic structure is a simulated model.
Doubt: the cutoff is far below the 930 eV that the study's wrapper takes by default for these files, so forces and energies are approximate.
This geometry differs little from another in the collection (a relaxation step or a small displacement).

Settings: functional PBE; potential files Ansatz PAW; basis plane waves; wave-function cutoff 580 eV; density cutoff ratio 5; exchange-correlation grid ratio 1; k mesh 1 x 1 x 1, Gamma-centred; self-consistency stop 5e-08 eV per atom in the density residual; occupations fixed; spin none; net charge 0.

Cell vectors (angstrom)
a	10.938	0	0
b	0	10.938	0
c	0	0	38.1938

Atoms and the computed forces on them: element, x, y, z (angstrom), force x, y, z (eV/angstrom)
Si	0	0	0.683	0.0079	-0.0116	0.0063
Si	5.469	0	0.683	0.0091	0.0055	0.0036
Si	2.7345	2.7345	0.683	-0.0046	0.0352	-0.0029
Si	8.2035	2.7345	0.683	-0.0128	0.0199	-0.0177
Si	0	5.469	0.683	0.0049	0.0266	-0.0005
Si	5.469	5.469	0.683	-0.0134	0.0379	0.0046
Si	2.7345	8.2035	0.683	0.039	0.0177	-0.0293
Si	8.2035	8.2035	0.683	0.0071	0.0385	-0.0035
Si	1.3673	1.3673	2.0503	-0.0812	0.0545	0.0307
Si	6.8362	1.3673	2.0503	-0.0479	0.0527	-0.0676
Si	4.1018	4.1018	2.0503	0.0134	-0.0237	0.0341
Si	9.5708	4.1018	2.0503	-0.0406	-0.0498	-0.0121
Si	1.3673	6.8362	2.0503	0.029	-0.0227	-0.1511
Si	6.8362	6.8362	2.0503	-0.0361	-0.0359	0.0468
Si	4.1018	9.5708	2.0503	-0.038	-0.0773	-0.1292
Si	9.5708	9.5708	2.0503	-0.1266	0.0332	-0.0004
Si	2.7345	0	36.1423	-0.1401	0.0881	0.0508
Si	8.2035	0	36.1423	0.0085	-0.095	-0.0641
Si	0	2.7345	36.1423	0.1149	-0.0203	-0.0626
Si	5.469	2.7345	36.1423	0.023	0.0926	0.0519
Si	2.7345	5.469	36.1423	0.036	-0.0165	-0.0215
Si	8.2035	5.469	36.1423	0.0366	0.0294	0.0198
Si	0	8.2035	36.1423	0.082	0.0565	-0.0243
Si	5.469	8.2035	36.1423	0.1283	-0.0615	0.0058
Si	4.1018	1.3673	37.5095	-0.0091	-0.0329	-0.0025
Si	9.5708	1.3673	37.5095	0.0169	-0.0349	-0.0115
Si	1.3673	4.1018	37.5095	0.0072	-0.0144	0.0037
Si	6.8362	4.1018	37.5095	-0.006	-0.0103	0.0103
Si	4.1018	6.8362	37.5095	0.0315	-0.0554	0.0023
Si	9.5708	6.8362	37.5095	-0.0221	-0.0115	0.0008
Si	1.3673	9.5708	37.5095	-0.0376	0.0102	0.0166
Si	6.8362	9.5708	37.5095	-0.0257	-0.0102	0.0043
Si	-0.5024	0.3262	28.2213	-0.0312	0.0552	-0.0109
Si	5.201	0.2809	28.0874	0.0492	-0.0143	0.099
Si	2.9576	2.5209	28.0088	-0.0043	-0.0021	0.0185
Si	8.7281	2.0603	27.8984	0.0283	-0.0449	0.0698
Si	-0.3955	5.9961	27.0554	0.0125	-0.0213	-0.0926
Si	5.7685	6.0184	27.7669	-0.0357	-0.0251	-0.0178
Si	3.3839	8.1519	27.815	-0.0437	0.0086	0.111
Si	8.4422	8.2243	27.985	0.021	0.0229	0.036
Si	1.3226	1.3711	29.2529	-0.0176	-0.0088	0.0134
Si	6.9055	1.3542	29.2491	-0.0129	-0.0076	-0.0425
Si	4.1169	3.989	29.399	-0.0064	0.0162	0.0091
Si	9.4561	3.9002	29.1588	-0.018	-0.0769	0.0914
Si	1.6787	7.0566	29.0884	0.0252	0.0251	0.0069
Si	7.0427	6.9836	29.406	0.0168	-0.0211	0.0066
Si	4.2007	9.6286	29.4196	0.0246	0.0242	-0.0448
Si	9.5179	9.6276	29.5311	-0.0156	-0.0077	-0.0274
Si	2.6772	-0.0175	30.662	-0.0138	-0.0057	0.001
Si	8.116	0.0228	30.8029	0.009	-0.0009	0.0188
Si	0.0494	2.8035	30.6355	-0.0204	0.0101	-0.0119
Si	5.5382	2.675	30.7174	0.0139	0.0006	0.0211
Si	2.7906	5.5442	30.6	-0.0102	0.0034	0.0088
Si	8.2433	5.3746	30.623	-0.0087	-0.0181	-0.0159
Si	0.0984	8.1779	30.5887	0.0184	-0.02	-0.0039
Si	5.5696	8.2542	30.7473	-0.0333	-0.0076	0.0227
Si	4.1072	1.3148	32.0304	0.0176	0.012	0.004
Si	9.5883	1.422	32.0255	0.0068	-0.0155	-0.0068
Si	1.429	4.1491	32.0022	0	0.0079	-0.0094
Si	6.8555	4.0945	32.0646	-0.0238	0.0096	-0.0102
Si	4.1463	6.8613	32.0294	0.0132	-0.0078	-0.0047
Si	9.649	6.772	31.9511	0.0082	0.0131	0.01
Si	1.3614	9.5521	32.048	0.0019	-0.0018	0.0138
Si	6.8361	9.5884	32.1822	0.0117	0.0059	-0.0085
Si	-0.0016	0.0132	33.3906	-0.0128	0.0011	0.0141
Si	5.4373	0.0005	33.4792	0.0057	0.0023	0.0042
Si	2.7661	2.7459	33.371	-0.0065	-0.002	0.0106
Si	8.2295	2.7525	33.4254	0.0017	-0.0083	0.0062
Si	0.044	5.4652	33.3975	-0.0026	-0.0017	0.0074
Si	5.4833	5.4772	33.4115	0.0031	-0.0013	-0.0006
Si	2.7564	8.2067	33.4016	-0.0032	-0.0021	0.01
Si	8.2744	8.1592	33.3775	0.0022	-0.0055	0.0114
Si	1.3822	1.3802	34.7518	-0.0052	-0.0024	0.0069
Si	6.845	1.3821	34.7831	0.0008	0.0034	0.0042
Si	4.1094	4.1051	34.77	0.0086	0.0049	0.0011
Si	9.5919	4.1187	34.7778	0.0029	0.0019	0.0055
Si	1.3833	6.8451	34.7713	-0.0022	0.0088	0.0011
Si	6.8604	6.844	34.7647	-0.003	-0.0042	0.0035
Si	4.0862	9.5603	34.8046	0.0015	-0.0043	0.0032
Si	9.5819	9.5704	34.7639	0.0099	0.0032	0.0077
Si	2.7329	-0.0053	3.4006	-0.0023	0.0017	-0.0008
Si	8.1904	0.0098	3.4178	0.0018	0.0015	-0.002
Si	-0.0221	2.7266	3.431	-0.003	-0.001	-0.0005
Si	5.4663	2.7286	3.4246	0.0084	-0.001	-0.0013
Si	2.7151	5.4576	3.4126	-0.0025	-0.0003	0.0001
Si	8.1882	5.4484	3.4214	-0.0006	-0.0062	-0.0027
Si	-0.0103	8.1901	3.3961	0	0.0014	-0.0004
Si	5.4565	8.2013	3.415	-0.0015	0	-0.0011
Si	4.0907	1.3532	4.7722	-0.0023	0.003	-0.005
Si	9.5183	1.3864	4.8165	0.003	0.0037	-0.0111
Si	1.3436	4.0999	4.7902	0.0014	0.0012	-0.0057
Si	6.8282	4.0822	4.8209	-0.0059	0.0022	-0.0161
Si	4.0722	6.8321	4.7676	0.0019	0.0023	-0.0065
Si	9.5728	6.8145	4.7552	0.0008	-0.0033	-0.0034
Si	1.3233	9.5935	4.7384	0.0008	0.001	-0.0096
Si	6.7989	9.6003	4.7685	-0.0034	-0.0018	-0.0022
Si	-0.0384	0.0039	6.1273	-0.0036	0.0027	0.0042
Si	5.4389	0.0148	6.1841	0.0029	0.0001	-0.0001
Si	2.6994	2.6937	6.1161	0.002	-0.0051	0.0102
Si	8.1688	2.7254	6.2641	-0.0025	0.0042	-0.0083
Si	-0.0334	5.4516	6.1745	0.0019	0.0022	-0.0046
Si	5.426	5.4581	6.1352	0.0096	-0.0149	-0.0025
Si	2.673	8.2215	6.0767	-0.0058	0.0026	0.0003
Si	8.2073	8.2251	6.0423	0.0061	0.0029	0.0134
Si	1.3041	1.3711	7.5014	0.0103	0.0068	-0.0094
Si	6.7731	1.3449	7.6518	-0.0035	0.0075	0.0083
Si	4.0825	4.0131	7.4806	-0.015	0.0067	-0.0028
Si	9.563	4.1139	7.6265	-0.0066	0.009	0.0137
Si	1.3326	6.8762	7.4687	-0.0031	0.0002	0.0035
Si	6.8594	6.8721	7.3784	-0.0098	0.0077	0.0006
Si	3.9872	9.588	7.4584	-0.0047	0.0042	0.0014
Si	9.5382	9.5494	7.4589	0	-0.0112	-0.0049
Si	2.6225	-0.0085	8.8765	0.0119	0.0074	-0.0071
Si	8.2397	-0.0472	8.9046	-0.0074	-0.0018	0.0149
Si	-0.0394	2.6631	8.9784	0.0035	0.0102	0.0206
Si	5.3823	2.7298	9.0248	0.0003	-0.025	-0.0166
Si	2.7554	5.4976	8.7271	0.0105	-0.0135	0.0277
Si	8.1439	5.5639	8.8547	0.0216	-0.0086	-0.0184
Si	-0.0784	8.186	8.861	-0.0013	-0.0049	-0.0082
Si	5.3557	8.1281	8.6614	0.03	-0.0179	0.0066
Si	3.7537	1.4923	10.2803	-0.0093	0.0158	-0.0015
Si	9.7332	1.1117	10.267	-0.0105	0.0286	-0.0759
Si	1.3467	3.5346	10.6714	-0.0216	-0.0252	0.0002
Si	6.6031	4.4201	10.1872	0.0278	-0.0198	0.0121
Si	4.3502	6.5497	9.9869	-0.0153	-0.0035	-0.0245
Si	9.3418	7.0366	10.271	-0.0001	0.0029	-0.011
Si	0.9964	9.7976	10.1772	0.0172	-0.0089	0.0051
Si	7.3625	9.4808	10.5466	0.0333	0.0287	-0.0054
O	16.1364	4.5788	28.2775	0.0269	0.0084	-0.0115
O	9.5475	7.2528	27.2582	-0.0644	0.1364	0.0128
O	2.6186	2.5138	10.9805	0.0246	-0.0126	0.0099
O	8.3531	8.2182	10.9057	0.0048	-0.0198	0.0249
O	11.9641	6.2638	27.7851	0.1037	-0.0249	0.0134
O	-0.9874	4.6981	27.801	-0.0322	-0.0382	-0.0315
O	5.4439	5.5005	10.6701	-0.0167	0.0185	0.0131
O	-0.0792	-0.0104	10.7599	0.0045	-0.0079	0.0436
O	7.5062	3.983	11.5047	0.0015	-0.0015	0.0014
O	4.4645	0.5321	11.4249	0.0181	-0.0091	0.0071
O	9.9885	6.2073	11.5373	0.0143	-0.007	0.0079
O	3.657	7.3424	11.2343	-0.0224	0.0136	0.0078
O	0.602	4.056	12.0574	-0.0054	0.0198	0.0068
O	6.9149	10.2339	11.9304	-0.0194	0.0173	0.0137
O	9.047	1.788	11.6209	-0.021	0.0192	0.045
O	1.5834	9.0207	11.4962	0.0023	-0.005	-0.0105
O	-0.135	5.7153	25.4734	0.02	-0.0075	-0.0276
O	3.0044	8.7959	26.3482	-0.0194	0.0169	-0.0612
O	8.5769	2.5023	26.26	-0.0127	0.006	-0.0434
O	-0.1882	10.2486	26.9355	0.0129	-0.0327	-0.0067
O	6.6637	5.7398	26.4036	0.0011	-0.0011	0.007
O	2.6137	3.2269	26.5595	0.0038	0.017	-0.0274
O	7.5543	8.8597	26.7549	-0.0235	0.0149	-0.0238
O	5.5397	10.535	26.6423	0.0039	-0.0159	-0.0311
Si	4.3535	0.337	15.1232	0.024	-0.0039	0.0009
Si	3.2681	3.7311	25.1507	-0.0144	0.0044	-0.0014
Si	-1.6466	4.0689	17.6702	0.0032	-0.0069	0.0026
Si	13.4073	7.5843	17.4695	-0.0021	-0.0036	0.0108
Si	5.7727	0.3658	12.3962	0.0073	0.0022	-0.0117
Si	3.77	9.4335	19.4437	-0.0008	-0.0072	0.0014
Si	-5.7173	11.5322	17.9095	0.0058	0.0009	0.0044
Si	0.6831	11.5457	20.8884	-0.0042	0.0036	0.0026
Si	4.3123	2.1216	22.7434	0.0016	-0.0023	-0.0066
Si	-0.0162	8.3673	16.2413	0.0003	-0.0041	0.0116
Si	9.1664	8.8827	23.221	0.0027	0.0053	0.001
Si	8.7437	0.8759	22.22	-0.0016	0.0083	0.0094
Si	5.9798	5.4208	24.9512	0.0137	0.0056	0.0098
Si	1.1231	5.548	21.3882	-0.0119	0.0014	0.0042
Si	-0.6417	9.796	18.7979	-0.0019	0.0063	0.0062
Si	6.7828	9.9424	25.8118	0.0298	0.0187	-0.0024
Si	3.2919	4.6559	18.1536	-0.0156	0.0114	0.01
Si	7.7033	3.7683	15.2421	0.0079	-0.0133	-0.0104
Si	0.1777	5.5804	12.5473	-0.0136	-0.0198	0.0021
Si	0.7407	3.2717	19.3798	0.0036	-0.0086	0.007
Si	7.8641	2.6409	12.3697	0.0064	-0.0044	0.0069
Si	2.4291	7.8036	12.1715	-0.002	-0.0109	0.0006
Si	8.7437	1.4441	25.0129	-0.0108	-0.0131	0.0225
Si	-2.9606	5.4839	20.2037	-0.0021	0.0067	0.0014
Si	-0.6987	7.5174	20.6948	0.0094	0.0013	0.0037
Si	-4.5755	8.0269	23.4947	-0.0063	0.0138	0.0051
Si	1.0683	5.9107	24.3839	-0.0241	-0.0004	0.0061
Si	6.2858	8.1254	20.4209	-0.0002	-0.0002	-0.002
Si	15.7587	2.9973	16.2186	0.003	0.0085	0.0074
Si	-1.3206	5.8994	15.3646	0.0228	-0.0044	-0.0084
Si	-4.4595	4.0941	22.4447	0.0014	-0.0001	0.0027
Si	3.9424	4.4351	21.0346	-0.0077	0.0049	0.0033
Si	2.368	8.8493	24.8461	0.0043	-0.0031	0.0098
Si	-8.4178	-1.9698	14.9062	0.0111	-0.013	-0.0033
Si	7.6759	-0.1048	19.7344	0.0081	0.0031	-0.0024
Si	3.1228	-0.6124	22.3281	0	-0.009	-0.0022
Si	-0.1536	-0.6089	25.3197	-0.009	0.0112	-0.004
O	3.1027	8.3874	13.5184	0.0053	0.0093	0.0151
O	7.4033	-1.6281	20.2641	-0.0021	-0.0043	0.0024
O	8.3992	3.1804	16.6135	0.0003	0.0035	0.0067
O	2.2073	4.7766	24.535	0.0127	-0.012	0.0093
O	-1.2867	-3.4216	15.6581	-0.005	0.0031	-0.0045
O	5.136	2.1941	17.6142	0.0018	0.0031	-0.0051
O	2.5952	8.7893	18.5448	0.0022	-0.0021	-0.0022
O	3.3392	9.4564	20.9899	0.0023	0.0053	-0.0017
O	6.1022	3.589	15.4113	-0.0139	0.0015	0.0044
O	5.1961	4.9786	21.9182	-0.0058	-0.0042	0.0012
O	4.0773	1.9515	15.2	-0.0029	0.0028	-0.0051
O	5.8867	2.5864	22.7013	-0.0023	-0.0028	0.0068
O	3.0982	6.2535	18.0907	0.0041	-0.0221	0.0031
O	6.4658	1.827	12.4362	-0.0069	-0.0101	-0.0132
O	7.6936	0.9782	20.9694	-0.0039	0.0031	0
O	3.5584	2.92	21.5257	0.0074	-0.0025	0.0042
O	-1.0168	9.1081	24.6487	0.0012	-0.0075	0.0068
O	-0.6523	0.8869	24.9087	0.007	-0.0036	-0.0006
O	1.2228	1.8501	19.9877	-0.0062	0.0104	-0.0005
O	6.9817	4.6596	23.8996	-0.0003	-0.0018	0.0032
O	-1.8375	-0.0693	18.9681	-0.0025	-0.0037	0.0047
O	9.873	8.3137	19.3322	0.0039	-0.0049	0.0056
O	3.5519	13.4058	24.1541	0.0062	-0.002	0.0063
O	3.2972	9.2715	23.5728	0.0011	0.0086	-0.0074
O	6.8278	6.6382	20.0246	0.0001	0.0012	0.004
O	5.1535	-0.1602	16.4627	-0.0014	-0.0006	0.0045
O	-6.8824	0.0176	18.8983	0.0018	0.0021	-0.0007
O	-0.392	5.5104	14.0746	-0.0095	0.007	0.0205
O	-0.7478	8.4394	22.0424	0.0007	-0.0058	-0.0055
O	-0.3745	9.6523	17.1915	0.0031	-0.0005	-0.0015
O	8.2776	3.0043	13.9066	-0.0011	0.0106	0.0188
O	-3.3489	4.2795	21.2623	0.0021	-0.0024	-0.0013
O	5.0915	8.4718	19.3686	0.0035	0.0035	0.0047
O	1.8952	3.8622	18.3994	0.0155	0.0106	0.0042
O	10.1232	5.1304	16.73	-0.0065	-0.0066	0.0055
O	-4.7672	9.3402	24.4375	-0.0002	-0.0158	-0.0074
O	-6.2575	4.5168	25.3061	-0.0096	-0.0041	0.0085
O	4.2805	0.5225	22.5097	-0.0026	-0.0017	0.007
O	1.3638	-0.8102	24.8477	0.0002	-0.0081	0.0136
O	6.6292	0.3497	18.6202	-0.0019	-0.0012	0.0007
O	1.6902	0.159	22.0962	0.0083	-0.0005	0.0056
O	4.2798	4.3975	19.437	-0.0066	-0.0011	-0.0002
O	0.8845	-2.0488	14.9789	-0.0052	0.004	-0.0027
O	10.2473	12.0049	21.6372	0.011	-0.0036	-0.0022
O	8.5275	10.3138	22.8079	0.002	-0.0014	0.0067
O	3.2	8.0619	16.0876	0.0019	-0.0008	-0.0006
O	-3.1402	11.1419	25.4498	-0.0174	-0.008	0.0128
O	11.7457	6.9222	20.5674	-0.0005	0	-0.0009
O	12.6255	7.4069	24.5416	0.0039	0.0032	0.0077
O	8.3155	4.8347	18.7461	-0.0012	0.0023	0.0024
O	2.7373	5.4537	21.3854	0.0011	-0.0076	0.0014
O	5.5628	6.8232	24.2363	0.0018	0.0053	0.0013
O	2.9124	-0.3977	15.0411	-0.0046	0.0017	-0.0005
O	1.4817	6.5437	12.5486	0.0095	0.0114	-0.0162
O	-5.1509	8.1848	21.9808	0.0009	-0.0012	0.0001
O	9.2491	6.2458	20.8584	-0.0011	0.0009	-0.0008
O	-2.4933	1.9286	23.4644	-0.0015	0.0013	-0.0121
O	3.8884	4.2328	16.6975	0	-0.0073	-0.002
O	11.3969	4.2643	20.6428	0.0016	-0.0045	-0.007
O	-2.8509	5.3645	15.0917	-0.0067	0.009	-0.0032
O	0.481	5.6862	22.8828	0.0041	-0.0051	-0.004
O	-0.6189	3.1107	18.4915	-0.0001	0.0058	-0.0013
O	0.5383	-0.6117	19.798	0.0042	-0.0002	0.0056
O	5.2845	-0.0826	13.8673	-0.0111	-0.0013	0.0114
O	0.8922	7.3436	17.1402	0.0064	0.0009	-0.0008
O	7.9888	7.7645	23.3968	-0.0015	-0.0026	0.0032
O	5.9437	9.0072	9.9342	-0.0767	-0.0083	-0.0054
O	1.8458	-6.0102	9.9952	0.0179	0.044	-0.0278
O	4.4891	6.991	27.4229	0.0271	-0.0271	-0.0075
O	15.0103	1.3752	27.6398	-0.0198	0.0252	-0.0222

Results
free energy: -158353.052 eV
free energy less fixed offsets of O -568.88, Si -635.61 eV per atom: -2.682 eV

The program warned: the cutoff lies below the one the program advises for these potential files; the forces do not sum to zero within the program's tolerance; the exchange-correlation potential is rough where the density is thin.
